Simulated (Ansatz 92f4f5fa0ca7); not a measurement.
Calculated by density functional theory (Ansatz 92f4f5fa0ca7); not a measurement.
Periodic cell of 226 atoms, Si133O92As1, from a study of silicon, its oxide and their interface. The atomic structure is a simulated model.
Doubt: the cutoff is far below the 930 eV that the study's wrapper takes by default for these files, so forces and energies are approximate.
This geometry differs little from another in the collection (a relaxation step or a small displacement).

Settings
functional: PBE
potential files: Ansatz PAW
basis: plane waves
wave-function cutoff: 580 eV
density cutoff ratio: 5
exchange-correlation grid ratio: 1
k mesh: 1 x 1 x 1, Gamma-centred
self-consistency stop: 5e-08 eV per atom in the density residual
occupations: fixed
spin: none
net charge: +1 e, with a uniform compensating background and no finite-size correction

Cell vectors (angstrom)
a  10.938  0  0
b  0  10.938  0
c  0  0  31.9494

Atoms and the computed forces on them: element, x, y, z (angstrom), force x, y, z (eV/angstrom)
Si  10.6276  0.0015  24.4141  -0.0007  -0.0008  0.0003
Si  5.0779  0.1222  24.6618  0.0019  0.0011  -0.0017
Si  2.8227  2.2908  24.5263  0.001  0.0018  0.0004
Si  8.5725  2.4382  24.5587  0.0005  0.0001  -0.0009
Si  10.7103  5.5862  24.3318  0.0017  0.0015  -0.0004
Si  5.1591  5.6154  24.4439  -0.0002  -0.0009  0.0003
Si  2.9901  7.9567  24.4005  -0.0005  -0.0004  -0.0007
Si  8.4184  7.8299  24.4142  0.0012  0.0017  0.0004
Si  1.2941  1.1292  25.8387  -0.0006  -0.0001  -0.0002
Si  6.8181  1.3288  25.7342  -0.0012  -0.0005  0.0009
Si  3.9866  4.0103  25.7255  0.0003  -0.001  0.0002
Si  9.6921  4.0214  25.851  -0.001  -0.0009  0.0005
Si  1.3404  6.7961  25.6645  -0.0012  -0.0001  0.0009
Si  6.8043  6.7216  25.7497  -0.0007  -0.0007  -0.0001
Si  4.0015  9.4661  25.9569  -0.0008  -0.0007  0.001
Si  9.4839  9.4408  25.7985  -0.0003  -0.0003  0.0003
Si  2.6353  -0.135  27.289  0.0017  0.0008  -0.0017
Si  8.1408  -0.0668  27.1403  0.0023  0.0012  -0.0013
Si  0.0812  2.652  27.2097  0.001  0.0007  -0.0009
Si  5.4538  2.721  27.1039  -0.0005  0.0002  -0.0004
Si  2.668  5.4162  27.1027  0.0013  0.0017  -0.0002
Si  8.1937  5.3674  27.1292  0.0012  0.0008  0.0002
Si  0.0135  8.1526  27.1261  0.0013  0.0008  -0.0003
Si  5.5127  8.1402  27.1799  0.0013  0.0013  -0.0009
Si  4.0894  1.3268  28.4889  0.0011  0.0005  0.0005
Si  9.5468  1.3142  28.5028  -0.0018  -0.0021  0.0006
Si  1.3924  4.0665  28.5603  0.0008  -0.0009  0.0022
Si  6.8108  4.0579  28.5178  -0.0011  -0.0008  0.0013
Si  4.0821  6.7746  28.4859  -0.002  -0.0028  0.0004
Si  9.5615  6.7793  28.4754  0  -0.0007  0.0001
Si  1.2917  9.4782  28.627  -0.0028  -0.0032  0.0032
Si  6.8264  9.5367  28.559  -0.0007  -0.0009  0.0023
Si  -0.0411  -0.0215  29.9307  0.0018  0  -0.0011
Si  5.4531  -0.0128  29.8912  -0.0001  -0.0004  -0.0008
Si  2.7759  2.7132  29.8938  -0.0005  0.0012  -0.0007
Si  8.1893  2.7016  29.8716  0.0001  0.0009  -0.0004
Si  -0.0139  5.4394  29.8844  -0.0006  0.0002  -0.0007
Si  5.4617  5.4457  29.8829  0.001  0.0005  -0.0005
Si  2.7375  8.1423  29.9068  -0.0002  0.0023  -0.0011
Si  8.2284  8.1741  29.8745  -0.0001  0.0004  -0.0003
Si  1.372  1.3758  31.2477  -0.0005  -0.0005  0.0005
Si  6.8263  1.3642  31.2562  -0.0004  -0.0005  0.0005
Si  4.1206  4.0822  31.2707  -0.0006  -0.0006  0.0002
Si  9.5517  4.0824  31.2469  0.0002  0.0003  0.0005
Si  1.3547  6.8091  31.269  0  -0.0004  0.0006
Si  6.8349  6.8423  31.2375  -0.0005  0.0001  0.0001
Si  4.0885  9.561  31.2556  -0.0001  -0.0007  0.0004
Si  9.5523  9.5433  31.2873  -0.0009  -0.0004  0.0002
Si  2.7408  0.0181  0.6732  0  0.0006  -0.0003
Si  8.2048  0.0163  0.6702  0.0012  0.0001  -0.0006
Si  0.0119  2.7525  0.6745  0.0003  -0.0001  -0.0007
Si  5.4909  2.7463  0.7019  0.0009  0.0011  -0.0002
Si  2.7423  5.4595  0.6674  0.0001  0.0006  -0.0006
Si  8.2128  5.4928  0.6604  0.0002  0.0001  0
Si  0.0183  8.2132  0.7044  0.0004  0.0001  -0.0001
Si  5.487  8.2286  0.6749  -0.0003  0  -0.0008
Si  4.1066  1.3859  2.0605  -0.0006  -0.0008  0.0007
Si  9.6048  1.3625  2.032  -0.0012  0.0001  0.0017
Si  1.3624  4.1471  2.0503  0  -0.001  0.0005
Si  6.8557  4.152  2.0386  -0.0004  -0.0012  0.0008
Si  4.0983  6.857  2.0141  0.0004  -0.0005  0.0011
Si  9.581  6.8464  2.0647  -0.001  0.0011  0.0001
Si  1.3709  9.6275  2.0579  0.0008  -0.0018  0.0005
Si  6.8391  9.6296  2.0449  -0.0006  -0.0007  0.0015
Si  0.0291  0.0485  3.4756  0.0003  0.0022  0.0013
Si  5.5016  0.056  3.4492  -0.0014  -0.0002  0.0009
Si  2.7095  2.7682  3.3946  0.0014  0.0007  -0.0003
Si  8.2685  2.7889  3.3394  0.0029  0.0025  -0.0006
Si  0.0331  5.5157  3.471  0.0028  0.0031  0.0015
Si  5.4768  5.5362  3.3989  0.001  0.0015  -0.0002
Si  2.7489  8.246  3.3739  -0.0009  0.0019  -0.0019
Si  8.2535  8.3063  3.3816  0.0044  0.0015  -0.0009
Si  1.3776  1.4653  4.8516  -0.0017  -0.0014  -0.0004
Si  6.921  1.4908  4.731  -0.0012  -0.0012  0.0009
Si  4.0999  4.1345  4.7255  -0.0022  0.002  0.0012
Si  9.6131  4.0817  4.7837  -0.0033  -0.0041  -0.0013
Si  1.3556  7.0149  4.8235  0.0006  -0.0044  0.0008
Si  6.8651  6.9637  4.7087  -0.0063  -0.0011  0.0035
Si  4.0748  9.6021  4.7679  0.0047  -0.0028  0.0027
Si  9.6269  9.5881  4.8485  -0.0024  -0.0007  -0.0017
Si  2.7587  0.0496  6.1448  0.0014  0.0019  0.0014
Si  8.3049  0.138  6.0961  0.0003  0.0007  0.0028
Si  0.0119  2.7966  6.3174  -0.0009  -0.0005  0.0036
Si  5.5211  2.8403  6.0834  -0.0006  -0.0021  0.0011
Si  2.6732  5.5062  6.0493  -0.0023  -0.003  0.0003
Si  8.2752  5.599  5.9633  0.0047  0.0051  -0.0007
Si  0.0505  8.3215  6.3852  -0.0013  0.0004  0.0011
Si  5.5876  8.3985  6.1401  0.0019  0.0063  -0.0001
Si  4.4172  1.1947  7.3411  0.0004  -0.0017  -0.005
Si  9.8123  1.1565  7.6441  0.0041  -0.0048  -0.0128
Si  1.1511  4.4889  7.5442  0.0023  0.0043  -0.0054
Si  6.6645  4.5404  7.245  -0.0129  0.0048  0.0013
As  4.2759  6.757  7.4319  -0.0091  0.0156  0.0044
Si  9.7319  6.6301  7.5126  -0.0002  -0.0007  -0.0018
Si  1.285  9.9562  7.7087  0.0045  -0.0049  0.0055
Si  6.7483  10.0203  7.4601  -0.0094  -0.0058  -0.012
O  9.5868  1.2399  23.9817  0.0004  0.0001  0.0011
O  4.1061  6.8048  23.9456  0.0004  0.0012  0.001
O  4.0135  1.2365  24.0316  -0.0007  -0.0011  0.001
O  9.5367  6.6979  23.9018  -0.0009  -0.0002  0.0006
O  -0.0203  5.5651  8.0287  0.0013  -0.0032  0
O  5.5682  0.1453  7.9375  0.0055  -0.0018  0.003
O  0.0769  0.0981  8.1565  0.002  0.0017  0.0028
O  5.5849  5.6495  7.9235  0.0153  -0.0176  -0.0005
O  7.6145  3.9512  8.4277  -0.005  0.0086  -0.0044
O  8.7206  7.0658  8.7556  -0.0009  0.002  0.0019
O  2.2079  9.4711  9.0238  -0.0005  0.0013  -0.0018
O  8.8924  1.6783  8.9361  -0.0018  -0.0002  0.0032
O  7.6315  9.4903  8.7345  0.0022  -0.0006  0.0048
O  3.5773  1.8371  8.5878  -0.0007  0.0017  0.0012
O  3.4765  7.1537  8.9948  -0.0001  0.0057  -0.0016
O  2.0866  4.0452  8.8237  0.001  -0.0016  0.0025
O  8.1421  3.4978  23.3656  -0.0006  0.0005  -0.0003
O  0.4531  4.9314  22.955  0.0002  -0.001  -0.0006
O  1.8971  2.7406  23.2469  -0.0004  -0.0001  -0.0004
O  5.8358  4.9119  23.1164  0.0004  -0.0003  -0.0006
O  5.527  9.9767  23.5138  -0.0001  -0.0005  0.0004
O  2.4479  8.6965  23.0229  -0.0002  0.0003  -0.0004
O  0.193  10.0652  23.0891  0.0008  -0.0006  -0.0009
O  7.7883  8.572  23.0759  -0.0008  0.0002  -0.0009
Si  8.6577  7.6967  18.4409  0  0  -0.0003
Si  8.7838  6.3619  13.6463  -0.0002  0.0003  -0.0003
Si  3.7861  1.5397  14.7511  0  -0.0001  -0.0005
Si  2.1369  5.7503  17.6368  0  0  -0.0003
Si  2.4164  3.1426  19.4915  -0.0001  0  -0.0002
Si  9.8132  9.0367  12.102  0.0012  -0.0005  -0.0009
Si  1.3329  9.4218  22.0735  -0.0002  -0.0002  0.0006
Si  9.1613  0.9658  13.2021  -0.0002  -0.0003  0.0002
Si  1.4214  5.0588  13.0369  -0.0003  0.0002  -0.0002
Si  1.7888  8.2671  12.8477  0.0015  0.0005  -0.0016
Si  6.6497  9.5493  22.4268  0.0005  -0.0005  0.0005
Si  4.5246  4.601  15.7217  0.0001  0  -0.0004
Si  8.215  3.0239  9.6048  0.0039  -0.0037  0.0042
Si  0.8387  8.2464  19.2642  0  0.0001  -0.0002
Si  6.9503  1.3478  21.0947  0  0  0.0002
Si  8.2412  8.3195  9.7025  0.0003  -0.0008  -0.0011
Si  10.8893  5.208  15.62  0  0.0001  -0.0003
Si  7.5616  9.4985  16.3209  0  -0.0001  -0.0006
Si  9.9306  2.0553  20.2993  0.0001  -0.0001  0
Si  3.208  8.5211  9.9412  -0.0001  -0.0014  -0.0118
Si  6.6946  3.3432  17.4117  0  0  -0.0005
Si  1.1664  0.2102  19.802  0  -0.0001  -0.0001
Si  3.2299  2.8175  12.3169  0.0001  -0.0009  -0.0005
Si  7.2206  5.3903  19.6827  0  0  0
Si  5.7514  8.6592  11.5563  -0.0011  0.0002  -0.0018
Si  5.7831  6.0695  13.2167  0  0.0005  -0.0001
Si  4.6297  9.7026  17.6359  0  -0.0001  -0.0005
Si  1.0214  3.5959  22.1713  0  0.0004  0.0006
Si  4.8972  1.483  18.805  0  -0.0001  -0.0003
Si  3.2011  3.0934  9.5389  -0.0002  0.0005  -0.0002
Si  6.439  10.8183  13.7966  -0.0003  -0.0003  -0.0008
Si  10.34  0.1192  15.9771  0.0001  -0.0001  -0.0004
Si  5.663  3.6583  11.1714  -0.0012  0  0.0006
Si  9.842  3.9034  11.9207  0.0004  0.0003  -0.0002
Si  2.3353  9.9272  15.5702  0.0002  -0.0002  -0.0009
Si  6.0762  8.1153  19.8033  0  0.0001  0.0001
Si  6.9392  3.9725  22.3715  0  0.0003  0.0007
Si  9.7511  2.7785  17.3697  0  -0.0001  -0.0003
O  7.1928  6.3808  13.9834  0.0004  -0.0001  0.0003
O  1.8819  7.0587  18.6848  0  -0.0002  0.0003
O  10.2872  4.0393  16.532  0  0  0.0003
O  6.1574  9.9556  17.0525  0.0001  -0.0001  0.0003
O  10.1365  0.6994  14.4684  0  -0.0001  0.0002
O  8.4455  6.1134  18.8528  0.0001  0.0001  0.0003
O  5.1588  0.684  14.4341  -0.0001  0.0001  0.0004
O  5.7156  2.0509  17.5217  0.0001  0.0001  0.0003
O  8.3479  1.9387  20.5599  0.0001  0  0.0001
O  1.9895  4.2989  18.4053  0  0.0001  0.0002
O  6.9641  2.8059  10.6443  -0.0017  -0.0018  0.0038
O  4.865  2.7037  12.2204  -0.0002  0.0002  0.0004
O  6.0291  4.3909  16.3493  -0.0001  0  0.0003
O  4.5775  3.9166  9.9353  0.0011  0.0004  -0.0006
O  10.6884  2.7721  21.5586  -0.0002  -0.0003  -0.0002
O  9.7256  6.1652  14.9742  0.0001  -0.0001  0.0001
O  6.0088  6.4799  19.8427  0.0001  0  0.0002
O  4.0802  0.1688  18.2898  0  -0.0001  0.0003
O  9.2483  10.5577  12.2676  0  0.0006  0.0002
O  2.8538  4.3637  12.7097  0.0002  0  0.0002
O  1.9122  10.7058  21.2112  0  0.0001  0
O  3.9944  2.7226  19.3852  0.0001  0  0.0003
O  0.7191  10.043  15.968  -0.0001  0  0.0004
O  1.2758  9.803  18.8373  0  0  0.0003
O  1.7106  1.6652  19.2721  0  0  0.0003
O  8.9283  10.3962  16.4989  0  0  0.0004
O  4.8719  8.5775  18.7988  -0.0001  0  0.0002
O  9.5943  8.7468  10.5006  -0.0003  -0.0001  0.0006
O  6.7486  4.0795  18.8602  0  -0.0002  0.0002
O  2.834  1.7192  13.4184  0  0.0003  0.0003
O  5.8275  8.764  21.2693  -0.0001  -0.0001  -0.0003
O  2.5406  2.4554  10.8844  0.0001  0.0003  0.0005
O  7.6233  4.848  21.1717  0  0.0001  -0.0002
O  5.2049  7.4703  12.5552  0.0002  -0.0007  0.0008
O  0.4271  9.0782  12.5275  -0.0015  0.0008  0
O  7.5666  1.0567  13.5673  0.0002  0.0001  0.0001
O  7.1025  9.6336  14.744  0  0  0.0005
O  8.9751  5.0384  12.701  0  -0.0002  0.0001
O  8.0911  8.0378  16.9113  0  0  0.0003
O  6.2164  2.5725  21.9086  0  -0.0001  0.0001
O  2.4588  9.0707  14.1321  -0.0001  0.0002  0.001
O  0.426  4.4904  11.8705  -0.0001  -0.0001  0.0003
O  0.8126  8.3168  20.9372  0  -0.0001  -0.0001
O  9.3937  3.8401  10.3553  0.0018  0.0004  0.0016
O  9.6445  2.3871  12.5314  -0.0002  -0.0001  -0.0001
O  7.6194  8.5591  19.3948  0.0001  -0.0001  0.0003
O  2.552  8.2207  11.393  -0.0008  -0.0029  0.0048
O  3.9725  3.0609  15.3806  0.0001  -0.0001  0.0003
O  0.8319  4.4945  14.4444  -0.0001  -0.0002  0.0003
O  10.0468  2.9976  18.9611  0  0  0.0001
O  9.1361  7.8082  12.9536  0.0001  -0.0004  0.0006
O  10.5136  0.5356  20.079  0  0  0.0002
O  6.0327  5.0425  11.9441  0.0002  -0.0003  0.0002
O  8.1528  2.7432  17.0109  0.0001  0  0.0004
O  3.5353  5.4829  16.7361  0.0001  -0.0001  0.0004
O  4.693  9.0875  10.3501  -0.0029  -0.0015  0.0012
O  1.536  6.6808  13.1731  -0.0006  -0.0008  0.001
O  4.7546  5.4879  14.3508  0.0001  -0.0001  0.0003
O  2.0499  3.8521  20.9241  0.0001  -0.0001  0
O  10.5476  1.4143  16.9482  0  0  0.0003
O  0.9507  6.0762  16.5581  -0.0001  0  0.0001
O  7.3299  10.9504  21.9453  0  0.0002  0
O  5.9319  0.9114  19.9202  -0.0001  -0.0001  0.0002
O  6.047  10.0271  12.4042  0.0004  0.0006  0.0008
O  2.8384  0.5498  15.6199  0  0  0.0004
O  7.0647  8.0109  10.7928  0.0008  0  -0.0002
O  10.243  8.0163  18.6892  -0.0001  -0.0001  0.0003
O  3.4363  9.1969  16.5937  0  0  0.0004

Results
free energy: -141731.313 eV
free energy less fixed offsets of As -4856.12, O -568.88, Si -635.61 eV per atom: -2.103 eV

The program warned: the cutoff lies below the one the program advises for these potential files; the forces do not sum to zero within the program's tolerance; the exchange-correlation potential is rough where the density is thin.
